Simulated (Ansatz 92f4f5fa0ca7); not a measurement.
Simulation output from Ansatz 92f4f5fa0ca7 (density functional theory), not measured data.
Periodic cell of 148 atoms, Si92O56, from a study of silicon, its oxide and their interface. The atomic structure is a simulated model.

Settings
functional: r2SCAN
potential files: Ansatz norm-conserving
basis: plane waves
wave-function cutoff: 1300 eV
density cutoff ratio: 4
exchange-correlation grid ratio: 1
k mesh: 2 x 2 x 1, shifted by 0.5 0.5 0.5 of a step
self-consistency stop: 5e-08 eV per atom in the density residual
occupations: Fermi-Dirac, 0.05 eV
spin: none
net charge: 0

Cell vectors (angstrom)
a  10.88  0  0
b  0  10.88  0
c  0  0  20.9434

Atoms: element, x, y, z (angstrom)
Si  -0.0147  -0.2951  0.1483
Si  2.505  2.7  0.3892
Si  0.3737  4.7823  -0.3871
Si  2.302  8.4449  -0.3224
Si  4.983  0.6693  0.1331
Si  7.8603  2.866  -0.33
Si  5.5174  5.1237  -0.1905
Si  8.1354  7.8318  -0.5926
Si  1.1759  1.2521  1.581
Si  4.0979  4.1626  1.3524
Si  1.0719  6.6184  0.9602
Si  4.0602  9.5715  1.1269
Si  6.8811  1.5147  1.3777
Si  9.419  3.8431  0.9285
Si  6.8334  6.5267  0.9197
Si  9.3383  9.1396  1.1864
Si  -0.2474  2.7439  2.7404
Si  2.7418  -0.1574  2.8229
Si  -0.1956  7.9517  2.4933
Si  2.569  5.4603  2.4603
Si  5.3617  2.6555  2.6196
Si  8.0667  -0.263  2.6695
Si  5.5754  8.0599  2.3711
Si  8.1219  5.3082  2.3595
Si  1.2203  4.0745  4.0025
Si  4.171  1.2746  4.0843
Si  1.1313  9.2458  4.0065
Si  3.9379  6.7648  3.8909
Si  6.8777  4.0349  3.9129
Si  9.3653  1.1778  3.9377
Si  6.5935  9.4625  3.9234
Si  9.4657  6.5166  3.907
Si  -0.156  -0.176  5.185
Si  2.6227  2.6485  5.4737
Si  -0.0198  5.3421  5.3868
Si  2.5999  8.1773  5.4291
Si  5.6073  0.0717  5.4687
Si  8.2949  2.607  5.3778
Si  5.3042  5.388  5.2136
Si  8.0364  7.9124  5.1489
Si  1.3309  1.1624  6.6346
Si  4.2867  3.8883  6.8371
Si  1.2211  6.9112  6.6807
Si  4.1849  9.5877  6.6903
Si  6.9177  1.5044  6.8185
Si  9.4766  3.9994  6.7441
Si  6.5898  6.73  6.4578
Si  9.3761  9.409  6.5575
Si  0.102  2.5673  8.2013
Si  2.6859  -0.041  8.0166
Si  -0.1211  8.0441  8.173
Si  2.9338  5.6028  8.0491
Si  5.5961  2.5375  8.2936
Si  8.2914  0.0857  8.1458
Si  5.533  8.1252  8.1342
Si  7.924  5.3394  7.8166
Si  1.4505  4.3934  9.2572
Si  4.0222  1.2179  9.6212
Si  1.499  9.4785  9.446
Si  4.3566  6.9611  9.5993
Si  6.869  4.2947  9.323
Si  9.6744  1.3191  9.6989
Si  6.945  9.5399  9.5837
Si  9.2111  6.7033  9.2102
Si  0.1254  -0.1804  10.9057
Si  2.9559  3.0642  10.5871
Si  -0.2712  5.5224  10.4062
Si  3.3035  8.7817  10.7079
Si  4.8655  -0.1976  11.092
Si  8.4789  3.2348  10.888
Si  5.3133  5.2431  10.9774
Si  8.7202  8.4856  10.8313
Si  2.8546  7.8893  13.6144
Si  0.6212  6.2447  13.1152
Si  -0.2819  10.8339  13.984
Si  4.4707  10.5813  16.9937
Si  1.5158  3.2651  15.7797
Si  8.0558  8.7784  13.6956
Si  6.5776  13.5579  15.4257
Si  15.0353  13.3571  17.3634
Si  -1.2687  2.1252  15.9977
Si  3.9149  -5.6054  18.1657
Si  1.9763  9.4758  15.827
Si  13.2471  3.6466  13.216
Si  5.7987  0.0298  14.0645
Si  7.064  15.3828  13.2726
Si  3.3961  5.2271  15.2373
Si  1.749  7.5044  18.0209
Si  9.0901  6.269  15.0867
Si  8.9442  0.8824  18.679
Si  6.5346  9.8712  18.846
Si  9.9672  6.1889  18.2664
O  -0.9522  0.2903  -1.1539
O  1.3337  -1.0392  -0.4349
O  3.5779  1.5803  -0.2161
O  1.5734  3.602  -0.6886
O  -2.658  5.1852  -6.6756
O  2.5972  8.4949  -1.982
O  -1.5734  5.9612  -4.2248
O  5.7371  -0.0303  -1.0584
O  9.7486  1.2675  -3.5458
O  8.1958  2.1874  -1.7318
O  6.4909  3.9884  -0.7074
O  4.8669  5.8385  -1.5347
O  6.7933  8.5677  -1.1206
O  12.4881  8.0628  -4.4102
O  -1.028  11.9831  14.7336
O  4.4022  5.3396  16.5671
O  0.2659  11.4003  12.4707
O  6.4472  -0.4083  10.847
O  -0.0824  6.4189  11.6753
O  -1.5603  9.757  13.8065
O  3.5151  8.0847  12.1574
O  4.854  10.8853  15.4381
O  2.9101  -0.7904  16.8916
O  4.7694  0.1916  12.8502
O  7.7231  3.2789  12.4793
O  9.7423  4.2894  11.1565
O  1.5652  5.0275  12.8503
O  7.907  8.0718  12.2512
O  3.426  17.5609  14.3762
O  9.9839  9.3486  11.1191
O  12.7183  4.8608  15.8282
O  1.2144  7.7121  13.2822
O  4.1699  4.0977  11.316
O  2.4175  2.5527  12.0913
O  0.7893  10.2669  15.0552
O  1.4017  24.4553  14.2688
O  5.4335  9.438  17.7315
O  4.4132  11.9019  17.9211
O  -0.0056  3.1478  16.228
O  6.6979  -1.2324  13.9805
O  8.3334  7.7132  14.9339
O  10.6371  6.1666  14.4583
O  6.1894  16.4654  12.3429
O  3.9168  14.5748  18.474
O  5.5327  13.7117  16.6403
O  -10.6972  7.4424  18.5799
O  2.7817  2.4084  16.4542
O  2.5682  -4.7397  18.2251
O  2.8858  9.2363  14.4694
O  3.6878  4.205  14.1106
O  6.5891  1.3726  14.5482
O  6.145  3.871  14.4316
O  7.8081  10.5732  18.3324
O  10.6318  4.8828  18.9365
O  8.1034  2.7554  16.0621
O  -2.2062  6.7299  19.1765

Results
free energy: -36820.180 eV
free energy less fixed offsets of O -463.61, Si -117.95 eV per atom: -6.620 eV
pressure: -1.02 GPa
stress xx, yy, zz, yz, xz, xy (GPa, positive in tension): 1.4, -0.74, 2.4, 0.75, 2.66, -0.72

Forces (eV/angstrom), in the order of the atoms: element, x, y, z
Si  0.1246  0.582  -1.1022
Si  0.8276  0.0439  -0.7247
Si  -0.5432  -1.7983  -1.4244
Si  0.1569  2.3914  0.1015
Si  -1.5691  -0.2233  1.1315
Si  -3.6541  1.2953  0.6305
Si  -1.2435  0.4236  -1.0167
Si  -0.2871  -2.3542  0.6864
Si  -0.3046  -0.0382  0.3886
Si  -1.0425  -0.7465  -0.0515
Si  1.4048  0.6402  -0.5964
Si  -0.5587  -0.5298  0.5111
Si  -0.5444  -0.977  -0.8028
Si  1.8285  1.1905  1.0118
Si  0.637  2.0073  1.2499
Si  -0.6394  1.2952  -1.1853
Si  -0.0095  -0.9917  -0.8265
Si  -0.8986  -0.5466  -0.5144
Si  0.7801  -1.249  0.8336
Si  -0.2679  0.2625  0.9446
Si  0.7294  1.2002  1.3336
Si  -0.1682  0.8949  -1.7971
Si  -1.7994  -0.1509  -0.1544
Si  0.4579  -0.7385  0.3968
Si  1.2682  -0.5021  -0.4808
Si  -1.2792  0.4094  0.1969
Si  1.3847  0.9205  -1.3093
Si  -0.1014  0.7982  -0.3259
Si  -0.7342  -0.4357  0.4068
Si  0.4868  0.4558  -0.0949
Si  0.794  -0.9256  0.7044
Si  -0.1653  0.3668  -0.486
Si  0.5034  0.3623  1.1235
Si  1.3171  0.5163  -1.0068
Si  -0.4879  0.7449  0.6037
Si  1.4057  0.0563  -0.9166
Si  -0.2621  -0.2593  -0.3281
Si  -1.3734  0.9621  -0.9061
Si  -0.0136  -1.4539  -0.408
Si  0.18  1.4005  0.0512
Si  -1.3869  0.3507  0.1113
Si  -1.4842  0.9193  -0.4602
Si  1.0304  -1.4942  0.9691
Si  -0.7386  -0.894  0.7223
Si  0.5731  -1.5394  -0.129
Si  1.4224  -0.6196  0.5332
Si  0.6273  0.5723  1.5103
Si  0.1892  -0.2578  1.364
Si  -0.0885  1.3654  -0.7248
Si  1.1848  0.0127  0.4615
Si  0.2288  1.3543  -0.9746
Si  0.2226  0.3005  -0.6982
Si  -0.9385  0.9971  0.5412
Si  -0.4674  -0.7188  -0.1542
Si  1.0294  1.0765  -1.1482
Si  1.2077  2.0422  -1.9116
Si  -0.1451  -1.6593  0.7858
Si  -0.4144  1.8225  -2.0122
Si  -0.7589  -0.3157  0.2599
Si  -1.6538  -0.9265  0.225
Si  -1.7764  -2.6807  3.358
Si  -0.6766  0.6964  0.0885
Si  2.3959  -0.35  -1.3553
Si  -0.5087  1.2701  -0.078
Si  -1.6045  -0.0511  1.7128
Si  0.6379  0.9372  0.9989
Si  -0.4701  -3.1578  -0.1136
Si  1.7654  -0.3567  -0.3892
Si  -1.2486  -0.351  3.8888
Si  0.1614  0.7936  0.9087
Si  0.4549  -0.1006  -0.923
Si  -3.2654  -2.0625  -0.9779
Si  -2.6354  2.3652  -1.3529
Si  -1.7875  1.6266  0.1813
Si  -0.7223  -1.5355  -1.395
Si  -0.6007  -1.1946  -1.3315
Si  0.1928  -1.0232  0.0281
Si  0.5379  0.3581  1.6556
Si  0.6991  0.8834  0.559
Si  -1.2084  1.8232  0.2518
Si  0.2756  -0.8502  0.6704
Si  1.3644  0.327  0.2284
Si  -0.1943  -0.8295  -3.4605
Si  -1.3785  -0.47  2.9687
Si  -2.0969  2.0943  2.8095
Si  0.489  1.3286  1.6385
Si  -0.4293  3.8484  2.3282
Si  -0.753  0.426  0.7712
Si  1.1847  -0.2317  0.5742
Si  -0.3696  -1.7695  0.225
Si  -3.2657  -1.0242  2.3717
Si  -1.5915  1.7723  -0.6798
O  1.0868  -0.3771  1.4146
O  -0.9301  -0.7241  0.802
O  1.6685  -0.6573  -0.4783
O  -0.6125  0.8299  0.9907
O  -0.4132  0.2111  -0.9965
O  0.0938  -0.6593  1.6009
O  0.9784  0.5018  0.8075
O  1.0708  -0.2377  -2.0031
O  0.2332  -0.1573  -1.5421
O  -0.4088  0.3052  -0.0396
O  3.436  -3.1173  -0.0741
O  -0.5948  -0.0825  -0.6916
O  0.6838  1.0684  -1.5297
O  -0.4664  -0.2495  -0.8545
O  -1.1179  3.2416  1.7098
O  -1.1446  0.419  -0.6687
O  -0.3111  -2.3128  0.1844
O  -0.5039  0.1455  0.2276
O  0.1026  1.5904  1.2271
O  1.5652  0.8136  -0.5787
O  -0.173  -0.3391  1.294
O  0.1952  -0.847  1.0194
O  1.5538  1.8543  1.5547
O  0.2994  -0.3619  -3.4866
O  0.961  -0.4988  -2.8841
O  -0.5876  -0.9523  -0.7555
O  1.7149  -2.1059  -0.0242
O  1.0653  0.1617  -0.6684
O  0.9965  -3.2749  2.5076
O  1.7955  1.6388  0.362
O  2.2288  0.3545  -0.4816
O  2.7681  0.5107  0.3633
O  -0.1833  0.0131  -1.0268
O  0.5778  -0.0736  -2.3418
O  -0.3749  0.0144  0.7435
O  1.9409  1.9443  -0.9978
O  -0.2619  1.3216  -0.9041
O  -0.025  -0.839  0.3303
O  -1.5205  -0.4158  0.5301
O  1.6443  -1.9782  -0.3332
O  -0.0655  -0.2581  -0.8122
O  -2.3183  -0.4466  0.4159
O  0.3617  -1.1856  0.2579
O  -0.4002  -1.5094  -0.6217
O  0.5232  -0.2572  -0.6627
O  0.2393  -1.5884  -1.3085
O  -0.5426  0.9167  0.179
O  -0.6251  -0.9981  -0.2419
O  0.6029  -0.5744  0.5682
O  -0.9471  -2.8287  -2.3898
O  0.4169  -1.377  -1.5211
O  0.2595  0.1339  -0.1363
O  2.6811  1.692  -0.7526
O  0.3479  0.1846  1.3682
O  0.4262  0.1369  -0.6782
O  0.4554  1.0856  0.7474
